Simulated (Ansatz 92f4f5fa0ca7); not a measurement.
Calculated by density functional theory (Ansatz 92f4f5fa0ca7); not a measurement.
Periodic cell of 534 atoms, Si286O176H72, with a vacuum gap, from a study of silicon, its oxide and their interface. The atomic structure is a simulated model.

Settings: functional r2SCAN; potential files Ansatz PAW; basis plane waves; wave-function cutoff 800 eV; density cutoff ratio 5; exchange-correlation grid ratio 1; k mesh 1 x 1 x 1, Gamma-centred; self-consistency stop 2e-11 eV per atom in the density residual; occupations fixed; spin none; net charge 0; applied field sawtooth along c, amplitude +0.015 V/angstrom in the program's sign convention, ramp centred at 0.9882 of c and 0.0235 of c wide, no dipole correction.

Cell vectors (angstrom)
a 16.332 0 0
b 0 16.332 0
c 0 0 42.5098

Atoms and the computed forces on them: element, x, y, z (angstrom), force x, y, z (eV/angstrom)
Si -0.279 -0.163 28.734 -0.004 -0.004 0.036
Si 2.983 2.398 28.84 0.012 0.006 0.031
Si -0.19 5.977 28.984 -0.005 0.008 0.004
Si 3.09 7.776 28.835 -0.002 -0.004 0.03
Si -0.304 11.015 28.943 -0.002 -0.005 0.034
Si 2.954 13.013 28.692 0.012 -0.002 0.015
Si 5.204 0.164 28.733 0.004 0.002 0.035
Si 8.799 2.943 28.342 0 -0.003 0.031
Si 5.26 5.406 28.794 -0.006 0.003 0.023
Si 8.611 7.805 28.582 0.006 -0.008 0.015
Si 4.87 11.317 28.746 -0.001 0.002 0.002
Si 8.979 13.968 28.624 0.004 -0.001 0.019
Si 11.499 1.461 27.987 0.004 0.005 0.026
Si 13.055 4.011 27.642 -0.015 0.004 0.028
Si 10.954 5.728 29.02 0.002 -0.008 0.035
Si 14.2 7.636 29.024 0.006 -0.007 0.022
Si 10.75 11.342 28.832 -0.001 0.004 0.032
Si 13.91 13.403 28.989 -0.002 -0.005 0.021
Si 1.234 1.268 29.947 -0.002 -0.004 0
Si 4.093 3.959 30.219 0.003 -0.005 -0.01
Si 1.449 6.901 30.302 -0.006 -0.003 -0.011
Si 4.102 9.518 30.087 0.006 0.001 0
Si 1.378 12.107 30.176 -0.006 -0.002 0.003
Si 3.974 14.837 29.91 0 -0.002 -0.01
Si 6.752 1.268 30.116 -0.02 -0.007 0.009
Si 9.682 4.123 30.149 0.006 0.014 0
Si 6.922 6.71 29.927 -0.004 -0.009 -0.006
Si 9.528 9.592 29.933 0.005 0.004 -0.007
Si 6.644 12.307 30.039 -0.002 -0.008 0.001
Si 9.964 15.334 30.303 -0.01 -0.013 0.004
Si 11.669 0.823 30.243 0.004 0.007 0.012
Si 14.967 4.293 30.11 0.003 0.009 -0.001
Si 12.433 6.869 30.362 -0.004 -0.007 -0.005
Si 14.996 9.441 30.285 0.008 0.006 -0.008
Si 12.269 12.33 30.269 0.001 -0.001 0
Si 15.071 14.845 30.362 0.002 0.001 -0.006
Si -0.058 2.714 31.329 0.003 0.007 0.006
Si 2.627 -0.108 31.338 0.016 -0.008 0.01
Si 0.084 8.213 31.679 0.005 -0.008 -0.004
Si 2.722 5.365 31.527 0.001 0.001 -0.004
Si 0.121 13.501 31.628 -0.001 0.003 -0.002
Si 2.698 10.746 31.548 -0.009 0 0.005
Si 5.502 2.667 31.547 0.003 0 -0.003
Si 8.181 -0.008 31.501 0.002 0.012 -0.001
Si 5.555 8.127 31.344 -0.009 0.008 0.002
Si 8.184 5.403 31.436 -0.001 -0.012 0.001
Si 5.343 13.631 31.457 0 0.005 0.009
Si 8.089 10.876 31.325 -0.005 0.003 0.006
Si 10.852 2.627 31.54 -0.015 -0.005 -0.001
Si 13.536 -0.074 31.468 -0.003 -0.011 0.009
Si 10.914 8.302 31.454 0.012 -0.015 0.011
Si 13.653 5.42 31.693 -0.006 0.012 -0.006
Si 10.939 13.673 31.637 0.003 0.003 -0.006
Si 13.591 10.856 31.563 0.004 -0.006 0.009
Si 1.302 4.025 32.811 -0.004 0.002 0.025
Si 4.033 1.262 32.762 0.012 0.016 0.015
Si 1.393 9.533 33.041 -0.017 0.005 0.02
Si 4.138 6.796 32.77 0.003 -0.002 0.028
Si 1.415 14.948 32.906 -0.03 -0.007 0.017
Si 4.054 12.21 32.83 0.005 0.001 0.025
Si 6.832 4.079 32.867 -0.005 0.007 0.011
Si 9.45 1.371 32.934 0.009 -0.003 0.009
Si 6.824 9.507 32.776 -0.01 -0.01 0.022
Si 9.551 6.822 32.761 0 0.002 0.011
Si 6.763 14.954 32.816 0.002 -0.005 0.025
Si 9.453 12.24 32.768 0.011 0.007 0.025
Si 12.257 3.983 32.892 -0.003 -0.007 0.023
Si 14.928 1.365 32.75 -0.006 -0.014 0.024
Si 12.214 9.569 32.929 0.006 0.014 0.004
Si 15.024 6.814 32.973 0.001 0.006 0.018
Si 12.296 14.967 32.989 0 0 0.023
Si 15.002 12.19 32.922 -0.01 -0.003 0.013
Si -0.02 0.016 34.162 0.039 -0.012 0.19
Si 2.694 2.664 34.142 0.034 -0.012 0.187
Si 0.045 5.408 34.26 0.006 0.006 0.211
Si 2.803 8.119 34.238 0.033 -0.023 0.205
Si 0.012 10.896 34.342 0.011 0.008 0.224
Si 2.761 13.583 34.255 0.003 0.018 0.233
Si 5.408 -0.03 34.199 -0.024 0.013 0.214
Si 8.129 2.731 34.281 -0.017 0.014 0.215
Si 5.448 5.45 34.184 0.021 -0.058 0.167
Si 8.181 8.16 34.157 0.012 -0.019 0.198
Si 5.455 10.857 34.169 0.023 -0.009 0.187
Si 8.117 13.579 34.18 -0.006 -0.004 0.198
Si 10.866 0.001 34.254 -0.029 0.013 0.188
Si 13.642 2.675 34.233 -0.008 0.023 0.229
Si 10.881 5.426 34.161 -0.032 0.039 0.219
Si 13.606 8.19 34.254 -0.01 -0.022 0.223
Si 10.822 10.94 34.209 0.031 -0.028 0.21
Si 13.664 13.596 34.277 0.005 0 0.203
Si 1.351 1.354 35.562 -0.011 -0.048 0.068
Si 4.056 4.056 35.505 0.117 0.035 0.013
Si 1.425 6.777 35.599 0.071 -0.161 0.291
Si 4.121 9.52 35.585 0.04 -0.114 0.222
Si 1.393 12.278 35.648 -0.135 -0.067 0.394
Si 4.109 14.934 35.626 0.067 0.02 0.178
Si 6.75 1.348 35.588 -0.023 0.101 0.227
Si 9.529 4.089 35.573 -0.099 0.062 0.354
Si 6.799 6.82 35.541 0.072 -0.105 0.184
Si 9.501 9.531 35.552 0.021 0.009 0.268
Si 6.785 12.216 35.571 0.046 0.005 0.094
Si 9.483 14.939 35.56 0.055 0.097 0.223
Si 12.263 1.341 35.584 -0.09 -0.03 0.471
Si 14.994 4.059 35.589 -0.002 -0.015 0.363
Si 12.238 6.787 35.546 0.045 -0.019 0.313
Si 14.96 9.525 35.643 0.018 0.028 0.477
Si 12.223 12.271 35.569 -0.019 -0.002 0.358
Si 15.001 15.001 35.595 0.038 -0.15 0.268
Si 0.024 2.725 6.958 -0.095 0.067 -0.155
Si 2.722 0.001 6.932 0.035 0.07 -0.142
Si 0.046 8.162 6.933 -0.025 0.089 -0.286
Si 2.759 5.401 6.942 -0.054 0.141 -0.183
Si 0.029 13.665 6.953 -0.161 -0.125 -0.422
Si 2.777 10.895 6.957 -0.057 -0.004 -0.2
Si 5.395 2.732 6.913 0.108 0.018 -0.213
Si 8.128 -0.033 6.921 0.109 0.021 -0.182
Si 5.451 8.155 6.947 -0.171 -0.011 -0.164
Si 8.149 5.454 6.883 -0.027 -0.044 -0.425
Si 5.46 13.563 6.987 -0.007 0.032 -0.059
Si 8.131 10.851 6.935 0.06 0.036 -0.161
Si 10.897 2.698 6.901 0.01 -0.18 -0.38
Si 13.62 0.016 6.954 -0.076 0.118 -0.241
Si 10.875 8.169 6.879 -0.031 0.064 -0.313
Si 13.627 5.453 6.89 0.027 0.028 -0.367
Si 10.866 13.614 6.928 0.028 -0.05 -0.269
Si 13.576 10.92 6.928 0.079 0.088 -0.412
Si 1.376 4.1 8.332 -0.028 0.012 -0.194
Si 4.077 1.367 8.312 0.044 -0.06 -0.203
Si 1.399 9.552 8.292 -0.02 0.012 -0.2
Si 4.11 6.762 8.314 -0.041 0.054 -0.164
Si 1.357 15.023 8.33 0.019 -0.004 -0.233
Si 4.11 12.222 8.398 -0.014 0.028 -0.195
Si 6.786 4.1 8.241 0.002 -0.027 -0.203
Si 9.534 1.311 8.259 0.002 -0.004 -0.201
Si 6.771 9.51 8.339 -0.019 0.032 -0.213
Si 9.48 6.836 8.224 0.018 -0.001 -0.233
Si 6.807 14.945 8.339 -0.041 0.016 -0.194
Si 9.523 12.207 8.264 -0.032 0.02 -0.197
Si 12.249 4.092 8.206 0.031 -0.015 -0.243
Si 14.977 1.394 8.325 -0.013 0.007 -0.193
Si 12.232 9.528 8.251 -0.016 0.003 -0.238
Si 15.001 6.804 8.267 -0.019 0.017 -0.235
Si 12.222 14.997 8.279 0.013 -0.004 -0.213
Si 14.965 12.295 8.25 0.05 -0.042 -0.201
Si -0.003 0.048 9.716 -0.011 0.009 -0.021
Si 2.732 2.737 9.687 0.016 0.021 -0.027
Si 0.002 5.478 9.692 0.015 0.011 -0.02
Si 2.708 8.125 9.641 0.02 0.005 -0.02
Si 0.026 10.969 9.601 -0.009 -0.002 -0.008
Si 2.721 13.666 9.672 0.008 -0.017 -0.016
Si 5.45 0.009 9.697 0.015 0.016 -0.014
Si 8.154 2.704 9.537 0.017 0.004 -0.013
Si 5.523 5.457 9.704 -0.022 -0.009 -0.034
Si 8.12 8.122 9.664 -0.006 -0.013 -0.026
Si 5.455 10.823 9.804 -0.005 0.001 -0.022
Si 8.208 13.56 9.652 0.005 -0.008 -0.014
Si 10.87 -0.03 9.702 -0.012 0.002 -0.024
Si 13.593 2.807 9.624 0 -0.019 -0.009
Si 10.866 5.46 9.486 -0.008 -0.01 -0.009
Si 13.664 8.226 9.572 -0.002 -0.019 -0.017
Si 10.84 10.821 9.636 0.016 0.025 -0.017
Si 13.601 13.65 9.596 0.003 -0.004 -0.021
Si 1.348 1.444 11.089 0.012 -0.013 -0.007
Si 4.184 4.054 11.009 0.002 -0.004 0.003
Si 1.327 6.875 11.082 0.009 -0.001 -0.001
Si 4.043 9.36 11.102 -0.021 0.006 -0.003
Si 1.317 12.357 11.014 0.001 -0.015 -0.001
Si 4.03 15.028 11.071 0.002 0.001 -0.009
Si 6.925 1.341 10.996 -0.009 0.007 0
Si 9.485 4.118 10.819 0.004 -0.012 0.007
Si 6.871 6.783 11.168 -0.002 -0.001 -0.01
Si 9.452 9.457 11.019 0.007 -0.001 -0.009
Si 6.906 12.236 11.083 -0.007 0.015 -0.006
Si 9.577 14.822 11.092 -0.01 0.009 -0.007
Si 12.211 1.467 10.959 0.003 -0.001 -0.003
Si 14.924 4.16 11.04 -0.013 0.006 -0.011
Si 12.229 6.832 10.773 0.003 0.008 0.003
Si 15.041 9.597 10.951 0.004 0.011 -0.006
Si 12.263 12.22 10.867 -0.003 0.005 0.006
Si 14.887 15.025 11.018 0.003 -0.011 -0.003
Si -0.103 2.778 12.419 -0.001 0.004 0
Si 2.688 0.102 12.509 0.006 0.002 0.006
Si -0.044 8.304 12.49 -0.009 -0.009 0
Si 2.722 5.38 12.268 -0.014 -0.004 0.002
Si -0.082 13.735 12.423 0.003 0 0.005
Si 2.621 10.835 12.255 0.016 0.014 0.014
Si 5.577 2.682 12.362 -0.001 -0.004 0.002
Si 8.209 -0.115 12.381 -0.003 0.001 -0.003
Si 5.486 8.1 12.606 0.001 0.011 -0.01
Si 8.311 5.347 12.432 0.009 -0.003 -0.003
Si 5.453 13.62 12.32 -0.007 -0.011 0.011
Si 8.203 10.801 12.513 -0.002 -0.001 -0.004
Si 10.899 2.949 12.212 -0.002 0.008 0.002
Si 13.574 0.177 12.312 0.004 0.005 0
Si 10.865 8.026 12.22 0.005 -0.007 0.003
Si 13.56 5.662 12.259 -0.005 0.001 0.005
Si 10.914 13.308 12.406 0.003 -0.005 0.002
Si 13.635 10.953 12.239 -0.005 -0.008 0.004
Si 1.256 4.233 13.573 0.014 0.007 0.008
Si 4.425 1.186 13.739 0.003 0.006 0.013
Si 0.998 10.025 13.785 0.009 0.007 -0.002
Si 4.782 6.506 14.257 -0.011 -0.018 0.016
Si 0.982 15.378 13.773 0.001 -0.009 0.005
Si 4.218 12.006 13.426 -0.021 0.003 0
Si 6.836 4.078 13.782 -0.008 -0.009 0.003
Si 9.586 0.835 14.032 -0.004 0.004 0.018
Si 6.485 9.833 13.794 -0.008 0.005 0
Si 10.115 6.283 13.64 -0.001 -0.001 0.018
Si 6.548 15.192 13.658 0.002 -0.001 0.008
Si 10.049 11.593 13.778 0.005 0.008 0.006
Si 11.879 4.628 13.467 0.001 -0.003 0.008
Si 15.061 1.27 13.759 -0.007 -0.011 0.007
Si 12.273 9.451 13.365 0.006 0.009 0.005
Si 14.463 7.347 13.649 0.007 0.001 0.003
Si 12.297 15.535 13.96 0.001 -0.006 0.013
Si 14.999 12.206 13.713 0.001 0 0.006
Si -3.913 -17.891 18.518 0.002 0.004 0.036
Si 2.901 7.603 18.779 0.001 0 0.028
Si -0.805 -0.037 22.1 0.004 0.002 0.043
Si -8.98 19.096 22.073 -0.003 0.002 0.048
Si -14.524 -5.544 16.581 0 0.002 0.033
Si 4.483 26.355 17.673 -0.007 0.003 0.038
Si 3.35 2.037 23.096 0.002 0.001 0.035
Si -1.87 0.505 19.32 0.004 0.003 0.034
Si -16.021 20.856 19.838 0.003 -0.007 0.037
Si 8.111 -3.196 20.277 -0.006 0 0.031
Si -2.345 5.483 25.105 0 0.005 0.039
Si -11.003 20.46 23.793 0.003 0.009 0.038
Si 5.366 10.307 26.674 -0.002 0 0.031
Si 7.123 9.289 15.988 0.002 0.001 0.032
Si 2.442 29.781 15.671 0.013 -0.006 0.019
Si 0.44 21.157 24.303 0.001 0.005 0.035
Si 13.527 15.877 27.182 -0.003 -0.007 0.037
Si 12.687 3.213 23.453 -0.002 0.006 0.042
Si 3.135 4.08 20.637 0.002 -0.008 0.04
Si 7.268 15.371 26.519 -0.002 0.003 0.038
Si 14.063 14.153 16.004 0.006 0 0.043
Si 6.712 20.135 26.424 0.002 0.006 0.047
Si 9.586 41.716 22.664 -0.005 0.003 0.044
Si 6.79 -3.661 25.071 0 -0.004 0.047
Si -14.621 20.838 26.833 -0.004 0 0.043
Si 12.862 21.014 18.125 -0.001 0.002 0.04
Si -2.624 24.615 26.076 0.002 0 0.032
Si 25.894 3.632 23.789 0 -0.002 0.034
Si 16.709 18.437 23.487 -0.002 0.007 0.031
Si -6.329 27.412 19.309 0.006 -0.004 0.036
Si 14.272 17.137 24.491 -0.006 -0.007 0.041
Si 12.155 10.898 26.106 0 -0.004 0.039
Si 4.186 22.091 17.102 -0.003 -0.003 0.044
Si -7.988 18.485 19.109 -0.009 -0.001 0.052
Si 14.003 19.685 20.569 -0.003 -0.006 0.04
Si -2.628 3.385 15.579 -0.003 0.007 0.023
Si -15.487 14.105 26.589 0.004 -0.001 0.051
Si 9.784 4.308 17.716 0.002 -0.004 0.028
Si -27.279 28.479 19.649 0.008 0.004 0.052
Si -17.927 10.459 20.788 -0.003 0.007 0.04
Si 9.308 -5.375 24.964 0.004 0.002 0.04
Si -8.051 2.47 16.157 0.006 -0.002 0.042
Si 7.878 23.549 21.22 0.001 -0.001 0.045
Si 16.333 9.795 26.035 0.002 -0.002 0.036
Si 5.086 6.262 19.904 0.007 -0.004 0.037
Si 2.45 15.856 19.19 0.003 0 0.044
Si 16.104 31.307 18.026 0.002 0.003 0.031
Si 1.256 -18.37 23.498 -0.003 -0.001 0.041
Si 15.553 5.888 15.068 0.009 -0.001 0.03
Si 7.905 8.489 26.412 -0.007 0.006 0.037
Si 7.4 -1.939 16.569 -0.004 0.008 0.049
Si 19.138 25.098 25.906 -0.002 0.003 0.037
Si 18.325 18.775 18.575 -0.002 0.003 0.032
Si -13.237 -10.316 24.667 -0.003 0.006 0.035
Si 5.907 -2.995 22.178 -0.002 0.003 0.049
Si 9.307 31.855 18.609 0.001 0 0.032
Si -8.728 17.912 24.82 -0.002 -0.008 0.042
Si -1.069 22.932 17.933 0.001 0 0.033
Si 15.414 12.564 22.73 0.004 0.003 0.046
Si 19.971 -17.269 22.063 0.002 0.002 0.035
Si 4.536 30.806 17.811 -0.002 0.009 0.024
Si 8.781 6.607 23.999 -0.003 0.002 0.043
Si 0.264 -7.245 18.803 -0.006 0.002 0.039
Si -6.439 8.108 19.167 -0.001 -0.002 0.041
Si 14.338 -19.391 20.041 0.006 -0.003 0.043
Si 28.236 9.439 20.593 -0.001 0 0.04
Si -1.51 12.334 25.504 -0.001 -0.007 0.036
Si 19.458 -29.631 15.871 -0.006 -0.001 0.034
Si -7.411 28.105 16.573 0.001 0.004 0.048
Si 8.99 23.261 16.587 0.006 0 0.04
O -8.898 2.285 20.492 0.009 -0.004 -0.038
O 1.418 -6.927 25.379 -0.001 -0.002 -0.007
O 6.965 -3.926 19.38 -0.003 -0.003 -0.02
O -2.028 11.675 19.817 -0.001 0.005 -0.026
O 4.091 1.31 28.265 -0.006 -0.001 -0.009
O 8.956 18.839 24.808 0.004 0.006 -0.02
O 0.355 -0.994 22.666 -0.005 0.005 -0.018
O 7.448 -2.833 21.699 0.009 -0.003 -0.021
O -6.486 28.947 28.251 -0.003 -0.003 -0.015
O 3.601 -2.368 16.631 -0.007 -0.003 -0.023
O 1.7 5.741 23.873 -0.002 -0.002 -0.015
O 4.18 6.603 28.444 -0.004 0.009 -0.015
O 11.816 5.039 27.813 0.015 -0.01 -0.018
O 2.111 -3.015 27.273 -0.012 0.008 -0.013
O 9.883 7.742 23.595 0.001 0.007 -0.019
O -0.703 0.188 18.247 0.004 -0.005 -0.024
O 6.601 2.236 25.951 0.003 -0.004 -0.022
O 11.992 16.411 27.278 0.003 -0.005 -0.011
O 7.554 18.4 28.91 0.008 0.008 -0.016
O 6.045 11.472 25.816 0.008 0.01 -0.024
O 3.649 25.014 17.87 0.006 0.006 -0.007
O 2.937 21.654 26.135 0.005 0.004 -0.027
O -2.053 12.842 15.054 0.003 -0.008 -0.026
O 17.799 8.107 19.252 0.002 0.002 -0.014
O -3.994 -12.462 14.862 -0.005 0.003 -0.025
O 14.249 2.033 19.685 0 -0.005 -0.012
O 8.345 10.278 16.398 -0.008 -0.005 -0.017
O 14.635 0.394 28.057 -0.005 0.002 -0.012
O 14.846 13.518 21.557 -0.008 0.002 -0.031
O 7.146 1.594 23.232 -0.001 0.006 -0.029
O 12.784 9.504 25.557 -0.001 0.002 -0.008
O -2.318 20.967 26.498 0.005 0.005 -0.029
O 9.33 12.082 20.388 0.002 -0.002 -0.011
O 19.134 -1.85 23.101 0.009 0.005 -0.017
O 22.474 20.149 22.407 0.005 -0.004 -0.019
O 7.719 12.825 16.797 0.003 -0.002 -0.002
O -1.472 4.436 15.218 0.001 0.002 -0.016
O 1.651 9.812 15.28 -0.005 -0.007 -0.027
O -11.422 -5.606 19.066 -0.004 -0.01 -0.024
O -0.315 6.389 16.523 -0.006 -0.006 -0.034
O -5.358 25.719 21.918 0.012 0.002 -0.027
O -2.086 18.278 15.037 0.009 -0.008 -0.022
O 1.365 14.942 18.364 -0.005 -0.002 -0.013
O 4.562 6.757 15.861 0.006 0.01 -0.036
O -4.801 10.793 19.764 -0.007 0.006 -0.008
O -15.688 19.643 18.802 0.002 -0.003 -0.019
O 4.32 21.737 23.792 0.005 -0.005 -0.016
O -1.755 -3.345 24.049 0.003 0.002 -0.031
O 11.087 19.594 23.477 0.002 -0.001 -0.012
O 9.151 0.729 19.132 0.002 -0.003 -0.016
O -0.236 5.816 19.057 -0.008 0.01 -0.014
O 4.093 1.97 15.135 0.002 -0.006 -0.02
O -0.794 14.557 16.561 -0.008 -0.004 -0.025
O 8.742 5.508 17.339 -0.002 0.003 -0.014
O 9.934 7.755 17.601 -0.004 -0.005 -0.027
O -0.138 16.499 14.247 -0.001 0.008 -0.006
O 7.616 7.76 16.309 -0.006 0.007 -0.011
O -12.481 16.923 22.573 -0.001 -0.007 -0.014
O -11.783 29.672 18.958 -0.003 0.01 -0.017
O 5.674 20.84 27.464 0.009 -0.01 -0.021
O -1.169 27.369 22.245 -0.004 -0.009 -0.024
O 9.76 6.721 15.185 0.005 -0.001 -0.03
O -5.383 16.343 14.418 0.003 0 -0.013
O 26.269 18.237 27.753 0.004 -0.005 -0.003
O 21.787 16.311 14.161 -0.001 0.001 -0.004
O 4.416 19.121 24.077 -0.006 -0.005 -0.018
O 7.586 18.514 17.63 0 0.002 -0.025
O 13.186 4.64 24.005 -0.005 -0.012 -0.021
O 3.3 7.597 24.902 0.002 -0.01 -0.013
O 3.965 9.883 25.974 -0.003 -0.001 -0.013
O 18.358 3.52 14.81 -0.012 0.002 -0.017
O 8.761 19.825 22.386 -0.005 -0.002 -0.022
O -0.927 13.912 19.02 0.004 0.009 -0.024
O 9.699 -4.095 15.236 0.004 -0.004 -0.037
O 3.357 6.098 13.622 0.007 0.005 -0.008
O -1.026 -7.784 25.944 -0.002 0.001 -0.01
O 6.43 4.493 24.961 -0.007 -0.001 -0.027
O -0.683 -5.351 25.198 -0.003 0.007 -0.012
O 8.587 14.893 27.344 -0.009 0.004 -0.019
O -0.84 5.747 24.585 0.005 -0.003 -0.013
O -2.064 -0.029 23.109 0.007 -0.003 -0.023
O -9.89 6.865 20.552 -0.01 -0.003 -0.014
O 1.416 28.683 16.308 0.002 0.002 -0.012
O 14.86 28.451 28.581 0.003 0 -0.005
O 5.814 5.258 14.243 0.003 0.007 -0.004
O -0.908 4.08 20.8 0.004 0.004 -0.021
O -6.666 3.271 16.471 -0.003 -0.006 -0.018
O 9.416 5.156 24.375 0 -0.001 -0.012
O -7.33 23.368 20.031 0.007 0.002 -0.028
O -7.733 14.535 19.663 0.005 0.008 -0.011
O 9.275 -6.713 19.296 -0.001 0.001 -0.024
O -0.529 13.249 26.42 -0.005 -0.003 -0.021
O 3.901 7.367 20.025 -0.006 0.004 -0.014
O 0.872 10.181 17.763 0.008 0.006 -0.022
O -5.054 21.242 17.856 -0.003 0 -0.014
O -11.038 22.19 18.317 -0.008 -0.001 -0.029
O -3.019 6.937 25.282 0 -0.007 -0.012
O 13.272 3.005 21.96 0.01 0.002 -0.033
O -18.932 38.702 17.83 0 -0.001 -0.014
O 3.401 27.279 16.908 -0.007 0.001 -0.016
O 9.921 11.771 17.847 -0.009 0.004 -0.029
O 6.617 14.061 25.849 -0.003 -0.012 -0.021
O 3.231 29.077 14.469 0.003 0.003 -0.007
O 19.142 6.267 17.84 0.004 -0.002 -0.014
O 6.021 14.789 17.3 0.007 0 -0.018
O 5.315 10.984 14.11 0.016 -0.011 -0.01
O 7.338 3.342 15.162 -0.006 0.011 -0.03
O -17.733 -0.303 20.644 -0.008 0.001 -0.026
O -0.295 9.769 20.145 0.009 -0.008 -0.019
O 18.261 18.149 23.843 0.004 -0.001 -0.012
O -2.922 3.468 17.174 0.002 -0.006 -0.027
O -7.163 10.363 23.481 0.002 -0.011 -0.027
O 1.217 14.569 25.091 0.004 0.001 -0.036
O -5.469 27.671 25.234 -0.009 0.001 -0.018
O 2.326 35.921 27.622 -0.008 0.006 -0.025
O 5.114 -1.595 21.975 0.001 -0.001 -0.014
O 12.422 18.916 27.254 0.004 0.002 -0.009
O 0.541 31.704 27.556 0.004 -0.007 -0.015
O 15.366 -8.137 18.216 -0.001 -0.008 -0.015
O -6.466 6.751 28.343 -0.011 0.011 -0.017
O -3.156 18.324 24.397 0 0.004 -0.016
O 20.193 -0.51 18.396 0.008 -0.005 -0.009
O 8.366 12.274 25.011 0 -0.001 -0.013
O 8.173 3.911 27.163 -0.007 0.002 -0.02
O -8.392 22.681 22.607 -0.005 0.005 -0.028
O 2.321 18.574 17.021 0.009 0.004 -0.036
O 16.988 12.839 23.072 -0.003 -0.002 -0.013
O 7.975 23.626 25.264 0.008 -0.01 -0.03
O 2.779 31.676 20.687 -0.007 0.002 -0.031
O -0.209 27.42 14.133 -0.003 -0.001 -0.011
O 11.433 -8.177 19.705 -0.004 -0.004 -0.019
O 8.258 8.72 21.757 -0.004 -0.004 -0.018
O 9.33 3.465 19.046 0.005 0.006 -0.019
O 13.498 -2.004 27.68 -0.003 0.008 -0.019
O 13.425 8.072 27.646 -0.005 0.006 -0.029
O 7.766 0.064 25.355 0.002 0.01 -0.017
O 12.854 13.882 19.805 -0.007 0.004 -0.022
O 16.449 20.009 23.232 0 -0.007 -0.017
O 22.43 16.003 27.451 0.012 -0.007 -0.025
O 29.657 24.78 14.198 -0.004 -0.002 0
O 8.577 15.311 17.182 -0.008 -0.003 -0.022
O 13.392 15.364 15.153 -0.009 0.01 -0.032
O 5.994 -3.5 23.686 -0.005 0.007 -0.036
O -0.086 1.426 22.086 -0.003 -0.005 -0.023
O -13.107 -13.085 19.253 -0.005 -0.004 -0.018
O 19.456 -13.287 21.861 -0.002 0.011 -0.026
O 0.718 5.452 27.696 0.009 -0.012 -0.022
O 10.005 34.945 13.433 0.002 0.004 -0.009
O -13.859 8.221 27.396 -0.002 0.007 -0.024
O 5.168 12.216 21.253 -0.005 -0.006 -0.021
O 1.61 14.719 15.128 -0.008 0.011 -0.02
O -14.635 4.869 20.628 -0.007 0.002 -0.019
O 11.86 14.037 13.541 -0.004 -0.001 -0.01
O 13.351 11.999 26.102 0.005 0.002 -0.014
O -7.526 9.796 25.996 0.004 0.008 -0.015
O 8.707 1.115 15.377 0.005 -0.007 -0.016
O -3.295 20.629 19.679 -0.007 0.009 -0.032
O 6.359 9 26.63 0.006 -0.003 -0.017
O 7.557 13.406 29.203 -0.006 -0.001 -0.002
O 13.005 -2.376 17.229 0.009 -0.005 -0.031
O 17.133 3.959 25.626 -0.006 -0.001 -0.027
O 11.614 10.687 27.612 0.007 -0.003 -0.026
O -5.49 15.053 18.443 -0.001 -0.001 -0.009
O 0.524 5.582 14.16 -0.004 -0.009 -0.005
O 13.979 -0.271 25.648 0.006 0.009 -0.03
O 13.1 -0.1 18.701 -0.004 -0.003 -0.016
O 11.175 -5.909 14.152 -0.008 0 -0.013
O 1.863 1.014 19.299 0 0.003 -0.019
O 20.3 4.268 16.504 -0.002 -0.004 -0.007
O 13.883 3.709 28.999 0 -0.003 -0.001
O -0.577 1.478 24.654 0.005 0.002 -0.017
O 16.551 10.311 27.561 0.003 -0.007 -0.028
O 4.452 5.004 20.704 0.003 0.008 -0.023
O 7.284 14.606 14.98 -0.004 0 -0.02
O 5.825 9.683 16.867 0.017 -0.004 -0.024
O -2.852 9.436 20.929 0 0.002 -0.019
H 2.178 0.538 36.495 -0.278 0.147 -0.305
H 0.543 2.189 36.495 0.333 -0.31 -0.27
H 3.25 4.892 36.437 0.257 -0.414 -0.293
H 4.883 3.238 36.437 -0.303 0.294 -0.285
H 0.605 7.6 36.532 0.199 -0.158 -0.327
H 2.234 5.942 36.532 -0.355 0.405 -0.153
H 4.932 8.687 36.518 -0.259 0.437 -0.203
H 3.309 10.351 36.518 0.207 -0.247 -0.328
H 0.578 13.107 36.58 0.337 -0.239 -0.226
H 2.215 11.456 36.58 -0.244 0.259 -0.236
H 4.924 14.107 36.558 -0.275 0.395 -0.234
H 3.291 15.76 36.558 0.201 -0.228 -0.269
H 7.571 0.526 36.52 -0.274 0.212 -0.269
H 5.937 2.179 36.52 0.248 -0.396 -0.198
H 8.703 4.907 36.506 0.333 -0.223 -0.216
H 10.344 3.261 36.506 -0.184 0.309 -0.276
H 5.973 7.637 36.473 0.363 -0.288 -0.28
H 7.616 5.993 36.473 -0.24 0.284 -0.26
H 8.664 10.337 36.484 0.275 -0.374 -0.244
H 10.327 8.713 36.484 -0.214 0.269 -0.263
H 7.601 11.388 36.504 -0.288 0.328 -0.267
H 5.97 13.044 36.504 0.258 -0.362 -0.303
H 10.322 14.135 36.493 -0.38 0.238 -0.249
H 8.663 15.763 36.493 0.205 -0.299 -0.266
H 13.095 0.529 36.517 -0.38 0.254 -0.23
H 11.438 2.16 36.517 0.336 -0.174 -0.237
H 15.824 3.246 36.521 -0.364 0.296 -0.216
H 14.18 4.889 36.521 0.213 -0.282 -0.259
H 13.077 5.982 36.478 -0.307 0.21 -0.259
H 11.422 7.615 36.478 0.183 -0.316 -0.25
H 14.142 10.35 36.575 0.254 -0.268 -0.209
H 15.798 8.72 36.575 -0.294 0.132 -0.235
H 11.397 13.089 36.502 0.389 -0.25 -0.215
H 13.045 11.45 36.502 -0.356 0.121 -0.264
H 14.169 15.812 36.527 0.315 -0.284 -0.267
H 15.83 14.187 36.527 -0.174 0.376 -0.262
H 0.832 1.89 6.025 -0.259 0.327 0.282
H -0.807 3.539 6.025 0.307 -0.24 0.265
H 1.894 0.818 5.999 0.345 -0.278 0.228
H 3.54 -0.824 5.999 -0.236 0.215 0.271
H 0.866 7.339 6.001 -0.221 0.318 0.238
H -0.792 8.968 6.001 0.222 -0.182 0.239
H 3.565 4.565 6.01 -0.438 0.371 0.259
H 1.95 6.236 6.01 0.266 -0.219 0.264
H -0.8 14.479 6.02 0.365 -0.264 0.199
H 0.844 12.836 6.02 -0.168 0.281 0.253
H 1.955 11.716 6.024 0.275 -0.166 0.272
H 3.59 10.064 6.024 -0.242 0.377 0.255
H 4.568 3.549 5.981 0.373 -0.46 0.215
H 6.208 1.902 5.981 -0.199 0.245 0.273
H 7.307 0.79 5.989 0.213 -0.249 0.289
H 8.948 -0.856 5.989 -0.359 0.258 0.227
H 6.277 7.337 6.015 -0.275 0.322 0.296
H 4.64 8.987 6.015 0.255 -0.357 0.24
H 8.976 4.637 5.95 -0.225 0.249 0.252
H 7.332 6.281 5.95 0.283 -0.369 0.187
H 4.644 14.391 6.054 0.172 -0.271 0.291
H 6.275 12.734 6.054 -0.332 0.345 0.268
H 7.315 11.678 6.002 0.291 -0.375 0.231
H 8.968 10.044 6.002 -0.358 0.209 0.281
H 11.721 1.879 5.969 -0.344 0.312 0.188
H 10.082 3.527 5.969 0.167 -0.287 0.277
H 14.452 -0.796 6.022 -0.294 0.266 0.278
H 12.789 0.828 6.022 0.376 -0.249 0.243
H 10.049 8.987 5.947 0.371 -0.236 0.205
H 11.691 7.342 5.947 -0.295 0.214 0.267
H 14.441 4.623 5.958 -0.252 0.304 0.218
H 12.789 6.258 5.958 0.34 -0.192 0.243
H 11.692 12.796 5.995 -0.273 0.357 0.226
H 10.027 14.418 5.995 0.276 -0.301 0.26
H 12.754 11.741 5.995 0.35 -0.316 0.204
H 14.395 10.095 5.995 -0.2 0.179 0.248

Results
free energy: -284447.970 eV
free energy less fixed offsets of H -15.71, O -570.45, Si -639.56 eV per atom: -3.490 eV

The program warned: the cutoff lies below the one the program advises for these potential files; the forces do not sum to zero within the program's tolerance; empty levels may hold ghost states of the PAW files; the exchange-correlation potential is rough where the density is thin.
